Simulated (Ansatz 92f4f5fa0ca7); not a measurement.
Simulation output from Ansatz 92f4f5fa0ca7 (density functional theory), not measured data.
Periodic cell of 184 atoms, Si120O64, from a study of silicon, its oxide and their interface. The atomic structure is a simulated model.
This geometry differs little from another in the collection (a relaxation step or a small displacement).

Settings: functional r2SCAN; potential files Ansatz PAW; basis plane waves; wave-function cutoff 800 eV; density cutoff ratio 5; exchange-correlation grid ratio 1; k mesh 1 x 1 x 1, shifted by 0.5 0.5 0 of a step; self-consistency stop 1e-10 eV per atom in the density residual; occupations fixed; spin none; net charge 0.

Cell vectors (angstrom)
a, 10.887, 0, 0
b, 0, 10.887, 0
c, 0, 0, 26.9781

Atoms: element, x, y, z (angstrom)
Si, 0.4, -0.4686, 0.0266
Si, 3.0678, 2.6642, 0.0967
Si, -0.0718, 5.5558, 0.1167
Si, 2.8619, 8.4563, 0.1578
Si, 5.3333, 0.4829, -0.0675
Si, 8.1712, 2.9486, 0.2188
Si, 5.7507, 4.9372, -0.0501
Si, 8.5494, 7.8327, 0.0501
Si, 1.4049, 1.3718, 1.1946
Si, 4.2657, 4.0186, 1.5336
Si, 1.6039, 6.7606, 1.2774
Si, 4.2813, 9.7471, 1.3933
Si, 6.9211, 1.3882, 1.4135
Si, 9.6509, 4.1191, 1.5376
Si, 6.7922, 6.7473, 1.1758
Si, 9.6563, 9.4257, 1.3923
Si, 0.1005, 2.6505, 2.7212
Si, 2.7806, 0.1059, 2.7033
Si, 0.1481, 8.0638, 2.7166
Si, 2.8461, 5.4281, 2.741
Si, 5.577, 2.6643, 2.8736
Si, 8.2652, -0.0571, 2.6902
Si, 5.5395, 8.1764, 2.6234
Si, 8.1604, 5.4886, 2.7252
Si, 1.4406, 4.055, 4.0695
Si, 4.1131, 1.3666, 4.1561
Si, 1.4364, 9.5397, 4.0388
Si, 4.162, 6.8499, 4.0545
Si, 6.8816, 4.1122, 4.1475
Si, 9.5851, 1.3277, 4.0739
Si, 6.8824, 9.4873, 4.0516
Si, 9.5772, 6.7971, 4.0792
Si, 0.042, -0.03, 5.4358
Si, 2.7586, 2.7369, 5.4896
Si, 0.0249, 5.4008, 5.4222
Si, 2.7693, 8.182, 5.4178
Si, 5.4756, -0.0512, 5.434
Si, 8.225, 2.7041, 5.449
Si, 5.4732, 5.4695, 5.457
Si, 8.222, 8.1603, 5.4445
Si, 1.3613, 1.3653, 6.8063
Si, 4.095, 4.1156, 6.826
Si, 1.3639, 6.8214, 6.7602
Si, 4.1004, 9.5092, 6.8169
Si, 6.8103, 1.3552, 6.7856
Si, 9.5509, 4.0668, 6.8175
Si, 6.8344, 6.819, 6.8114
Si, 9.5351, 9.5357, 6.8124
Si, -0.0201, 2.7017, 8.1854
Si, 2.7098, -0.0082, 8.1517
Si, -0.027, 8.1461, 8.1609
Si, 2.6976, 5.4725, 8.1474
Si, 5.4427, 2.7226, 8.1652
Si, 8.145, -0.0009, 8.1649
Si, 5.4554, 8.1627, 8.1778
Si, 8.1569, 5.4231, 8.167
Si, 1.307, 4.1248, 9.4954
Si, 4.0656, 1.3486, 9.51
Si, 1.2874, 9.5593, 9.5034
Si, 4.0768, 6.7981, 9.5119
Si, 6.7746, 4.0933, 9.5515
Si, 9.4483, 1.3773, 9.5457
Si, 6.7786, 9.5439, 9.5473
Si, 9.4777, 6.7925, 9.5422
Si, -0.1118, 0.0129, 10.9014
Si, 2.6697, 2.7454, 10.785
Si, -0.0959, 5.4079, 10.9165
Si, 2.6727, 8.1804, 10.7773
Si, 5.4208, 0.0183, 10.9246
Si, 8.0791, 2.7188, 10.9475
Si, 5.4073, 5.4471, 10.9285
Si, 8.0853, 8.139, 10.9065
Si, 1.234, 1.5016, 12.1393
Si, 4.0222, 4.0155, 12.1974
Si, 1.3314, 6.8262, 12.1178
Si, 3.9792, 9.5191, 12.1647
Si, 6.7074, 1.4052, 12.3789
Si, 9.3921, 4.0683, 12.3508
Si, 6.7198, 6.8283, 12.3482
Si, 9.3821, 9.5232, 12.2737
Si, -0.0966, 2.7019, 13.7003
Si, 2.6238, 0.128, 13.345
Si, -0.0114, 8.1615, 13.4788
Si, 2.6291, 5.3951, 13.429
Si, 5.2423, 2.7321, 13.763
Si, 7.9994, -0.0458, 13.7375
Si, 5.2171, 8.1773, 13.6433
Si, 8.0229, 5.4208, 13.7721
Si, 1.1004, 4.3862, 14.875
Si, 3.9047, 1.1716, 15.0027
Si, 1.1837, 9.8032, 14.6325
Si, 4.0684, 6.487, 14.8748
Si, 6.3359, 4.3002, 15.1434
Si, 9.7341, 0.9683, 14.9731
Si, 6.1829, 9.8476, 14.9718
Si, 9.7672, 6.6262, 14.8184
Si, 3.7338, 7.5699, 24.4437
Si, -8.6071, 29.3288, 20.9988
Si, 2.1645, 26.5456, 22.3276
Si, -3.9096, 30.7171, 17.8842
Si, 16.5377, 5.4296, 19.87
Si, 14.3665, 4.7148, 24.847
Si, 9.1907, 21.1285, 19.4218
Si, 8.8181, 17.6054, 17.5137
Si, -32.4602, 29.56, 18.8656
Si, -7.5916, 3.2877, 20.0777
Si, 7.6711, 36.7066, 17.8327
Si, -2.0121, -24.8388, 24.0286
Si, -4.0182, -11.63, 21.5505
Si, -2.0331, -8.5318, 24.3475
Si, -11.4083, -0.2894, 24.0263
Si, 2.0521, -8.2289, 17.1884
Si, 17.1158, 7.2945, 22.3784
Si, -11.9182, -9.0261, 17.8737
Si, -11.3239, 26.8002, 24.1303
Si, -8.7339, 20.6427, 22.7819
Si, 4.4914, 8.1112, 19.1036
Si, 4.4153, 0.8318, 21.7418
Si, 24.1913, 29.9627, 16.8453
Si, 28.0824, 11.7297, 23.9781
O, -0.5134, -12.6499, -7.5269
O, -6.3931, 4.3506, -6.8643
O, 9.2732, -14.3201, -10.8296
O, -20.2988, 8.7309, -5.2383
O, 1.3129, 7.1105, -7.1735
O, 2.9002, 19.6939, -3.1276
O, -7.0716, 1.9459, -6.2024
O, -3.3604, 18.333, -8.8575
O, 19.1073, 8.1999, -1.5047
O, 6.0898, -15.7073, -5.6665
O, -5.8417, 18.1855, -3.4638
O, 7.0438, 14.8749, -0.3791
O, 0.5342, 2.2068, -9.3955
O, 9.9479, 17.5667, -8.3275
O, -1.2459, 9.1996, -3.4116
O, -7.9112, 1.6193, 16.302
O, -11.9072, 0.7736, 19.0736
O, -3.8416, -0.3197, 23.1117
O, 14.5965, 8.1535, 20.5184
O, -5.921, -5.9081, 25.4742
O, 4.1399, 12.4313, 26.5373
O, 2.7046, 14.5495, 25.815
O, -1.6697, 12.2808, 16.4563
O, -1.1803, 6.7107, 26.85
O, -12.4186, 25.6066, 23.8874
O, 37.6199, 1.3084, 23.2043
O, 13.1452, 20.2698, 15.7868
O, -13.2804, 5.2193, 17.1017
O, -16.0446, 9.1307, 18.885
O, -4.8801, 21.9641, 25.4414
O, 13.961, 6.9132, 16.1045
O, 6.8528, -6.2441, 19.1002
O, 7.6658, -3.5948, 23.1035
O, -2.5893, 10.2561, 20.7828
O, 11.8212, 18.8857, 17.4424
O, 0.1785, 37.5398, 25.6301
O, 5.024, 6.5921, 18.9204
O, 0.0278, 10.7599, 15.2833
O, -4.2959, 9.1027, 16.3464
O, 24.5952, -7.8854, 18.5621
O, 13.4765, 17.1709, 21.9247
O, 16.1239, 5.4902, 15.4768
O, 3.322, 4.1643, 23.3207
O, 22.7499, 21.5302, 23.414
O, 3.4254, -2.2869, 18.0087
O, 1.6271, 9.4011, 26.5779
O, 21.3632, 10.6691, 25.6313
O, -8.8036, 14.7661, 20.981
O, -7.66, 10.673, 22.0298
O, -4.1727, 3.5678, 16.5886
O, -9.005, 3.965, 16.2459
O, 10.8816, 5.5172, 15.2999
O, 5.0779, 10.9825, 15.4337
O, 8.7952, 13.8905, 18.3526
O, -1.8852, 24.0428, 25.9648
O, 20.53, 1.1178, 23.6356
O, -1.0005, -4.3432, 23.9992
O, 5.7079, 11.1116, 20.9586
O, -13.6151, -0.9125, 18.2085
O, 6.2626, 19.5383, 21.508
O, 14.866, 18.9118, 25.9906
O, -3.6117, -8.746, 24.0384
O, 22.499, -6.1043, 23.0422
O, 2.8451, 27.9892, 24.6923

Results
free energy: -113256.833 eV
free energy less fixed offsets of O -570.45, Si -639.56 eV per atom: -0.833 eV

Forces (eV/angstrom), in the order of the atoms: element, x, y, z
Si, 0.0549, 0.0744, 0.2056
Si, -0.0075, -0.0498, 0.2052
Si, 0.0205, 0.0741, 0.1958
Si, -0.01, -0.0052, 0.1445
Si, -0.0188, -0.0241, 0.2145
Si, -0.029, 0.0103, 0.1856
Si, 0.0563, 0.1026, 0.2171
Si, -0.0444, -0.0283, 0.1797
Si, 0.0095, -0.0264, -0.031
Si, -0.0193, -0.0375, 0.0094
Si, -0.0092, -0.0113, 0.0163
Si, -0.0344, -0.0287, 0.0059
Si, 0.0134, 0.0069, -0.0286
Si, 0.0145, 0.0179, 0.0029
Si, -0.0011, 0.0245, -0.0227
Si, 0.0157, -0.0063, 0.0149
Si, 0.0016, 0.0125, 0.0187
Si, 0.0193, -0.015, 0.0517
Si, -0.0215, 0.0142, 0.0426
Si, 0.0143, -0.0018, 0.0017
Si, -0.0138, 0.0274, 0.0526
Si, 0.0276, 0.0111, 0.0298
Si, -0.0212, 0.006, 0.0271
Si, 0.0427, -0.0113, 0.0788
Si, -0.0105, 0.0117, -0.0083
Si, 0.0289, -0.0034, 0.005
Si, -0.0111, -0.0003, -0.0268
Si, -0.0066, -0.0037, -0.0129
Si, -0.0342, -0.023, -0.0054
Si, -0.0197, -0.0007, -0.0139
Si, -0.0188, -0.0006, -0.0124
Si, 0.028, -0.0137, -0.0098
Si, 0.0092, -0.0078, -0.0009
Si, 0.0013, -0.0016, 0.0107
Si, 0.0041, -0.0055, 0.0048
Si, -0.0225, -0.0187, 0.0007
Si, -0.0009, 0.0048, 0.0026
Si, -0.0073, -0.018, 0.0286
Si, -0.002, 0.0189, 0.0117
Si, 0.0122, 0.0022, 0.0277
Si, 0.0198, 0.0055, 0.0132
Si, -0.0142, -0.0007, 0.0081
Si, 0.0027, 0.0246, 0.0104
Si, -0.0115, 0.0136, -0.0125
Si, -0.0075, 0.0167, 0.0132
Si, 0.0116, 0.007, 0.006
Si, 0.0137, 0.0016, 0.0104
Si, 0.0097, -0.0156, 0.0035
Si, -0.0105, -0.005, -0.0075
Si, 0.0012, -0.012, -0.0078
Si, -0.0037, 0.0129, -0.0129
Si, -0.0018, -0.0115, -0.016
Si, -0.0083, -0.0057, -0.0071
Si, 0.0124, -0.0097, -0.001
Si, -0.0136, -0.0199, -0.008
Si, -0.0059, -0.0074, 0.0027
Si, 0.0153, 0.0011, 0.0009
Si, -0.0324, -0.0036, -0.0059
Si, 0.008, -0.0119, -0.0124
Si, -0.0046, 0.0311, -0.0092
Si, 0.0226, -0.0055, -0.0014
Si, 0.0085, 0.0278, -0.0032
Si, 0.0015, 0.0065, -0.0089
Si, 0.006, 0.0068, -0.0097
Si, -0.0065, 0.0108, 0.0277
Si, 0.0057, 0.0057, -0.0089
Si, 0.0174, -0.0133, 0.0238
Si, 0.0037, 0.0103, -0.0208
Si, -0.0056, -0.0026, 0.0229
Si, -0.0043, -0.0033, 0.0129
Si, -0.0287, -0.0078, 0.0187
Si, 0.0135, -0.0121, 0.0162
Si, 0.0225, -0.042, -0.0511
Si, -0.0202, 0.0178, -0.0374
Si, -0.0044, 0.011, -0.0346
Si, -0.029, 0.0306, -0.0751
Si, -0.0172, -0.008, -0.0322
Si, 0.0168, -0.0008, -0.0248
Si, -0.0004, 0.0212, -0.0177
Si, 0.0396, 0.0096, -0.0426
Si, -0.0149, -0.0081, 0.0013
Si, -0.0138, -0.0492, -0.0059
Si, -0.0251, -0.0058, -0.0034
Si, 0.0117, -0.0099, -0.017
Si, 0.0041, 0.0088, 0.0077
Si, -0.0022, 0.0264, 0.0135
Si, 0.0125, 0.0024, -0.0015
Si, -0.0067, 0.0017, 0.0073
Si, -0.0743, -0.0216, -0.1728
Si, 0.0901, 0.0253, -0.1939
Si, -0.0644, 0.004, -0.1537
Si, 0.0666, -0.0176, -0.1589
Si, -0.0283, 0.0116, -0.1433
Si, 0.0427, -0.0032, -0.1606
Si, -0.0202, 0.033, -0.1735
Si, 0.0294, -0.0253, -0.2315
Si, 0.0257, 0.0142, 0.1358
Si, -0.0003, -0.0131, 0.0316
Si, 0.0067, -0.0218, 0.0456
Si, 0.013, -0.0102, -0.1103
Si, 0.0094, 0.0025, -0.0232
Si, 0.0146, -0.041, 0.1575
Si, -0.0122, -0.0151, -0.0475
Si, -0.0159, -0.0031, -0.0867
Si, 0.0014, -0.0084, -0.0865
Si, -0.0171, 0.0294, -0.0373
Si, -0.0437, 0.0319, -0.1561
Si, -0.0185, -0.0348, 0.1547
Si, -0.0148, 0.0204, 0.0424
Si, -0.0213, -0.0175, 0.1623
Si, 0.0291, -0.011, 0.1589
Si, 0.0148, 0.0087, -0.2133
Si, -0.0418, -0.016, 0.0521
Si, -0.0242, 0.0186, -0.1517
Si, 0.0142, -0.0339, 0.1354
Si, -0.0037, -0.0347, 0.0765
Si, -0.004, -0.0278, -0.0147
Si, 0.0112, 0.0017, 0.0735
Si, 0.0077, -0.0187, -0.1717
Si, -0.0156, -0.0033, 0.1313
O, 0.0115, 0.0131, 0.0327
O, -0.0083, 0.0008, 0.014
O, -0.0088, 0.0366, 0.1032
O, -0.0045, 0.0129, -0.0172
O, 0.0036, -0.0265, -0.0035
O, -0.0288, 0.0329, -0.0634
O, 0.0055, -0.0124, 0.0034
O, -0.0276, 0.0073, 0.0733
O, 0.0218, -0.0045, -0.1623
O, 0.0131, -0.0054, 0.019
O, 0.0379, -0.0038, -0.0379
O, 0.03, -0.0084, -0.093
O, -0.0018, -0.0113, 0.0471
O, 0.0186, 0.0051, 0.0235
O, -0.0027, -0.0001, -0.0684
O, -0.0896, 0.044, 0.1624
O, 0.0195, -0.0227, 0.0395
O, 0.0538, -0.0514, -0.0498
O, 0.0032, 0.0326, -0.0033
O, -0.0298, -0.0026, -0.1459
O, 0.0164, -0.0211, -0.0943
O, -0.0334, 0.046, -0.1139
O, -0.0328, 0.0087, 0.1107
O, -0.0033, 0.0313, -0.0717
O, 0.0054, 0.0123, -0.0669
O, -0.0383, 0.0249, -0.0261
O, 0.0735, -0.038, 0.0969
O, 0.0013, -0.0261, 0.0385
O, -0.0203, 0.0212, 0.0468
O, 0.0207, 0.0038, -0.1416
O, -0.0695, 0.0437, 0.1392
O, -0.0104, 0.0021, 0.0508
O, 0.0119, -0.0067, -0.035
O, -0.0055, -0.0007, 0.0278
O, -0.0401, -0.0131, 0.0333
O, -0.0286, -0.0177, -0.1453
O, -0.0162, 0.0063, -0.0061
O, -0.0433, 0.0123, 0.0829
O, -0.0023, -0.0399, 0.091
O, 0.0422, 0.0015, 0.0864
O, 0.0087, 0.0147, -0.0168
O, 0.0054, 0.0089, 0.0554
O, -0.0119, -0.0037, -0.0485
O, 0.0238, 0.0041, -0.0371
O, 0.0275, 0.0082, 0.0891
O, 0.0152, -0.0099, -0.065
O, -0.0582, -0.0169, -0.1492
O, -0.0073, -0.0025, 0.0024
O, 0.0247, 0.0229, -0.0305
O, 0.0167, -0.0353, 0.0863
O, 0.0421, -0.0285, 0.1281
O, -0.001, 0.0256, 0.1064
O, 0.0264, -0.0283, 0.0643
O, 0.0206, -0.019, 0.0529
O, 0.039, -0.028, -0.1506
O, -0.0021, -0.0078, -0.0763
O, -0.0145, 0.041, -0.0617
O, 0.002, -0.0223, -0.0369
O, 0.0272, 0.0387, 0.019
O, -0.0131, 0.0055, -0.0185
O, 0.0383, -0.0004, -0.1343
O, -0.0012, 0.029, -0.0537
O, 0.0043, -0.0139, -0.047
O, -0.0213, 0.0304, -0.0391

The program warned: the cutoff lies below the one the program advises for these potential files; the forces do not sum to zero within the program's tolerance; empty levels may hold ghost states of the PAW files; the exchange-correlation potential is rough where the density is thin.
